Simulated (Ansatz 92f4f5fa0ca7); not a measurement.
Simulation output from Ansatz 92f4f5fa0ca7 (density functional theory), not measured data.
Periodic cell of 216 atoms, Si133O82H1, from a study of silicon, its oxide and their interface. The atomic structure is a simulated model.
Doubt: the cutoff is far below the 930 eV that the study's wrapper takes by default for these files, so forces and energies are approximate.
This geometry differs little from another in the collection (a relaxation step or a small displacement).

Settings
functional: PBE
potential files: Ansatz PAW
basis: plane waves
wave-function cutoff: 580 eV
density cutoff ratio: 5
exchange-correlation grid ratio: 1
k mesh: 1 x 1 x 1, Gamma-centred
self-consistency stop: 5e-08 eV per atom in the density residual
occupations: fixed
spin: none
net charge: +1 e, with a uniform compensating background and no finite-size correction

Cell vectors (angstrom)
a	10.938	0	0
b	0	10.938	0
c	0	0	31.7531

Atoms and the computed forces on them: element, x, y, z (angstrom), force x, y, z (eV/angstrom)
Si	0.461	-0.5243	24.4242	0.0255	-0.023	-0.0164
Si	4.7039	0.4932	24.2112	-0.0103	0.0317	0.0156
Si	3.1721	2.4247	24.2342	0.0223	-0.0272	0.0157
Si	7.7155	3.2076	24.3327	-0.0155	0.0256	0.023
Si	-0.7304	6.2311	24.4757	-0.0147	-0.0203	0.0347
Si	5.9687	4.9757	24.5386	-0.012	-0.0164	-0.0436
Si	2.0231	8.5417	24.3369	-0.0297	0.0249	0.0128
Si	8.6584	8.138	24.3853	0.0263	0.0006	0.0282
Si	1.3833	1.4124	25.4705	0.0046	0.0031	-0.0081
Si	6.6763	1.3617	25.4435	0.0026	-0.0043	-0.0128
Si	4.1425	4.052	25.7091	0.0091	0.005	-0.0119
Si	9.4655	4.2132	25.5477	-0.0159	0.0096	-0.0253
Si	1.2118	6.8389	25.7152	0.0021	0.0195	-0.0069
Si	6.8658	6.9619	25.4984	-0.0117	-0.0113	-0.0039
Si	3.914	9.5737	25.4702	0.0041	-0.0018	-0.0038
Si	9.6475	9.6585	25.8184	-0.0077	0.0068	0.0024
Si	2.6769	0.0332	26.9544	-0.0017	-0.0042	0.0022
Si	8.1172	0.0842	26.929	0.0074	-0.0006	-0.0049
Si	-0.0302	2.7775	26.866	0.0148	0.0087	0.008
Si	5.4782	2.6775	27.0264	-0.0018	0.0025	-0.0021
Si	2.7136	5.4713	26.955	-0.0149	-0.011	-0.0084
Si	8.1511	5.559	26.9807	0.009	-0.0094	0.0109
Si	-0.0184	8.2212	27.12	0.0096	-0.0004	-0.0116
Si	5.4047	8.2575	26.8658	0.0019	0.004	0.0028
Si	4.1018	1.3673	28.3348	-0.1676	-0.4471	0.3311
Si	9.5708	1.3673	28.3348	-0.1775	0.4009	-0.5379
Si	1.3673	4.1018	28.3348	-0.1914	-0.1201	-0.3428
Si	6.8362	4.1018	28.3348	-0.0031	0.146	0.0813
Si	4.1018	6.8362	28.3348	0.0165	0.1847	-0.4677
Si	9.5708	6.8362	28.3348	-0.3268	-0.1884	0.7983
Si	1.3673	9.5708	28.3348	0.2376	0.4198	0.6646
Si	6.8362	9.5708	28.3348	-0.3261	0.1097	-0.5302
Si	0	0	29.7021	0.0631	-0.0859	0.0037
Si	5.469	0	29.7021	-0.127	-0.0897	0.0488
Si	2.7345	2.7345	29.7021	-0.0066	-0.0853	-0.0223
Si	8.2035	2.7345	29.7021	0.188	0.0796	0.034
Si	0	5.469	29.7021	-0.0919	-0.0493	0.0204
Si	5.469	5.469	29.7021	-0.0063	-0.0766	-0.0277
Si	2.7345	8.2035	29.7021	0.0699	0.0985	0.0495
Si	8.2035	8.2035	29.7021	0.0405	-0.1369	0.0092
Si	1.3673	1.3673	31.0693	-0.0265	0.0786	0.005
Si	6.8362	1.3673	31.0693	-0.0363	0.0194	-0.0639
Si	4.1018	4.1018	31.0693	-0.0205	0.0574	-0.0037
Si	9.5708	4.1018	31.0693	0.0076	0.0468	0.0017
Si	1.3673	6.8362	31.0693	-0.032	-0.0227	-0.055
Si	6.8362	6.8362	31.0693	-0.0373	0.0501	0.0065
Si	4.1018	9.5708	31.0693	0.0917	0.0044	0.0169
Si	9.5708	9.5708	31.0693	-0.0688	0.0562	-0.0047
Si	2.7345	0	0.6835	-0.0003	-0.0975	-0.0237
Si	8.2035	0	0.6835	-0.0048	0.0338	0.0139
Si	0	2.7345	0.6835	-0.0209	-0.0403	0.0273
Si	5.469	2.7345	0.6835	0.0311	-0.0595	0.0157
Si	2.7345	5.469	0.6835	-0.0209	0.0373	0.0119
Si	8.2035	5.469	0.6835	0.1092	-0.0723	-0.0153
Si	0	8.2035	0.6835	0.0351	-0.0425	0.0147
Si	5.469	8.2035	0.6835	-0.0565	-0.0125	0.0408
Si	4.1018	1.3673	2.0507	-0.0284	0.087	-0.0238
Si	9.5708	1.3673	2.0507	-0.0498	-0.069	0.0243
Si	1.3673	4.1018	2.0507	0.075	0.0877	0.0388
Si	6.8362	4.1018	2.0507	0.0353	0.1854	-0.0099
Si	4.1018	6.8362	2.0507	-0.0264	-0.1302	-0.0028
Si	9.5708	6.8362	2.0507	-0.1554	-0.0306	-0.0418
Si	1.3673	9.5708	2.0507	0.0178	0.1276	-0.0053
Si	6.8362	9.5708	2.0507	0.0172	-0.0056	0.0062
Si	0	0	3.418	0.1072	-0.2566	-0.0479
Si	5.469	0	3.418	-0.3149	-0.1033	0.4441
Si	2.7345	2.7345	3.418	0.0974	-0.3925	-0.4022
Si	8.2035	2.7345	3.418	0.1892	-0.124	0.2393
Si	0	5.469	3.418	0.0571	0.2857	0.4217
Si	5.469	5.469	3.418	0.1957	0.2174	-0.8513
Si	2.7345	8.2035	3.418	-0.1066	0.0639	0.6971
Si	8.2035	8.2035	3.418	0.3787	-0.0389	-0.3678
Si	1.3976	1.3387	4.7687	0.0031	0.0105	-0.0071
Si	6.8893	1.3101	4.8014	0.0009	-0.0038	-0.003
Si	4.1641	4.0864	4.6911	0.0091	0.018	0.0035
Si	9.6243	4.061	4.8052	0.0083	0.0105	-0.0009
Si	1.3348	6.8727	4.8929	-0.008	0.0088	0.0008
Si	6.7825	6.8903	4.7175	0.0067	-0.0008	0.0028
Si	4.0735	9.5823	4.8963	0.0031	0.0035	0.0026
Si	9.6526	9.4656	4.7883	0.0097	0.0152	-0.0082
Si	2.6103	-0.0345	6.3072	-0.0126	-0.0041	0.0132
Si	8.2799	-0.1079	6.0995	0.0097	-0.001	0.0194
Si	0.1382	2.7505	6.1804	-0.0061	-0.0136	0.0067
Si	5.4496	2.6382	6.1153	-0.0094	-0.0297	-0.0176
Si	2.8399	5.4486	6.0432	-0.0226	-0.0079	0.0035
Si	8.1699	5.467	6.0169	-0.0192	-0.0027	-0.0504
Si	-0.0595	8.18	6.4624	-0.0189	-0.009	0.0059
Si	5.5521	8.2536	6.2373	0.0141	0.0039	-0.0019
Si	3.6844	1.7597	7.396	-0.0166	0.018	0.0068
Si	10.0164	0.9473	7.2447	0.0174	-0.0198	0.0236
Si	2.0895	3.6098	7.2928	0.0064	0.0042	0.0361
Si	6.2088	4.6612	6.9247	0.0199	-0.0223	0.0155
Si	4.56	6.4231	7.317	-0.0354	0.0363	-0.061
Si	8.8895	7.1621	7.4682	-0.0251	0.0269	0.0459
Si	0.7242	10.1621	7.7258	-0.0188	0.0039	-0.0346
Si	7.4614	9.0695	7.4743	0.0126	-0.0582	-0.0167
O	8.3964	3.8665	9.1658	0.0129	-0.0046	-0.0505
O	7.5844	9.3157	9.1228	-0.01	0.0038	0.0218
O	8.5307	6.5532	9.0192	0.0319	0.0278	-0.0197
O	0.8377	10.1784	9.415	0.0015	0.0002	0.0043
O	4.2463	1.3946	8.9199	-0.0146	-0.0071	-0.0159
O	2.1236	4.267	8.8201	0.0076	-0.0196	-0.0343
O	9.4029	1.4258	8.6943	0.0562	-0.1245	-0.0527
O	4.1612	6.782	8.8676	-0.005	-0.0063	0.0319
O	8.6034	9.0184	22.923	0.0017	0.0121	-0.04
O	8.2986	2.8113	22.8179	0.0047	-0.0139	-0.0287
O	5.1065	5.2242	23.1559	0.0306	-0.0102	-0.0216
O	8.1129	2.8592	20.1499	0.0011	0.0005	-0.0071
O	10.8582	10.5047	22.8535	-0.0284	-0.009	-0.0078
O	-0.4213	6.3338	22.8465	-0.0137	0.0008	-0.0351
O	1.8665	7.8821	22.782	-0.0004	-0.0238	-0.0205
O	4.6217	-0.0426	22.6247	0.0163	-0.0087	-0.041
Si	9.1325	5.2291	9.7722	-0.1228	-0.1518	-0.1338
Si	0.4642	10.3549	11.0187	-0.0078	0.0212	0.013
Si	4.4939	7.0822	10.4327	0.0398	0.0066	0.0234
Si	1.9871	10.0253	16.396	-0.0043	0.0037	-0.0057
Si	-4.5797	6.4718	15.1572	0.0215	-0.0181	-0.0256
Si	1.9391	3.2102	18.6064	0.0026	-0.002	-0.0055
Si	14.3339	6.6017	14.4329	0.0064	-0.0048	-0.015
Si	5.4608	0.1394	21.2306	-0.0196	0.0033	0.0272
Si	3.8966	-0.0456	14.0958	0.0098	-0.0063	-0.0152
Si	5.4589	1.0366	9.9492	0.0459	-0.0038	-0.0103
Si	8.3623	2.2626	9.5898	-0.0385	0.2415	-0.0159
Si	0.4188	12.6996	16.5034	0.0206	0.0121	-0.013
Si	0.9737	6.6759	22.0717	0.0133	0.0216	0.0241
Si	4.7141	1.7322	18.7044	-0.0047	-0.0112	-0.0282
Si	8.0063	1.8915	21.496	0.0185	-0.0005	0.0242
Si	2.8554	8.8037	12.3801	-0.0074	0.0156	0.0205
Si	6.906	3.8839	19.6553	-0.0058	0.0046	0.0004
Si	6.239	-4.6296	18.0815	0	-0.0032	-0.0078
Si	4.3484	2.4552	12.5033	0.0093	0.003	0.0195
Si	10.5467	2.2846	11.4878	-0.0051	0.0156	-0.004
Si	5.1973	5.4797	21.5721	-0.0083	-0.0082	0.0682
Si	-1.707	-3.9187	14.3115	0.0081	-0.0133	-0.0185
Si	2.7925	8.7452	18.7911	0.0125	0.0035	0.0074
Si	-4.3879	3.5742	14.311	0.0361	0.0133	-0.0106
Si	3.1068	4.9476	11.9491	-0.0104	-0.0031	0.0143
Si	11.9545	4.5442	9.9599	-0.0597	0.0178	-0.0142
Si	5.4707	-2.6751	20.313	0.0026	0.0017	-0.0036
Si	10.4472	8.3935	16.7064	-0.0069	-0.0057	-0.0165
Si	2.5686	4.0332	21.4886	0.0002	-0.0187	0.016
Si	-1.6636	4.4248	12.8659	0.0112	-0.0078	-0.024
Si	9.0123	10.9784	15.5228	-0.0043	0.0037	-0.0095
Si	11.0111	8.4157	19.7387	0.0028	-0.0084	-0.0028
Si	6.6736	9.2304	10.4901	0.0105	0.0219	0.0001
Si	-1.3975	10.0459	21.994	0.0225	0.0112	0.0122
Si	-4.8106	0.8672	15.9701	0.0224	0.0152	-0.0144
Si	8.9396	9.6075	12.6428	0.0078	-0.0102	0.0042
Si	3.121	5.9553	17.5306	0.0056	0.0021	-0.0073
O	0.5094	0.9508	11.6132	0.0198	-0.0098	-0.0015
O	3.0791	5.2716	13.5368	0.0091	0.0173	0.0009
O	8.9525	2.0552	11.1016	0.0605	-0.0695	0.0849
O	6.2816	4.852	15.2627	0.0112	-0.0032	-0.0205
O	3.9343	4.7092	20.8807	0.0177	0.0044	-0.0031
O	2.846	2.9179	22.6656	-0.0087	0.0192	-0.0323
O	-9.8305	0.3384	16.8948	0.009	-0.0199	0.0007
O	4.4029	5.6713	11.2458	-0.0048	0.0026	-0.0058
O	5.2026	1.646	11.4076	0.0023	0.0024	0.0122
O	2.5173	18.1362	18.3743	0.0084	-0.0126	0.0012
O	10.4621	3.2627	12.8043	-0.0112	0.0129	-0.0123
O	5.2203	7.1047	21.4348	0.0056	-0.0079	-0.0172
O	4.6026	0.6619	19.9429	0.0009	0.0078	-0.0209
O	3.3472	8.064	11.0176	0.0061	-0.0059	-0.0168
O	-4.4493	2.2873	15.27	-0.008	-0.0147	0.0048
O	2.6276	-0.5377	14.9627	0.0126	0.0064	-0.0095
O	1.7514	3.3708	20.2362	0.0015	0.0033	-0.0161
O	8.9509	5.0992	11.3855	0.0306	0.0201	0.1583
O	5.3592	1.0339	17.3815	-0.0027	0.0046	0.0159
O	11.4859	7.0749	20.5536	-0.0031	0.004	-0.0105
O	-1.0873	1.3998	15.9209	0.0038	-0.0057	-0.0073
O	6.6555	6.996	16.6658	0.0025	0.0009	0.004
O	1.4656	-1.4202	11.9663	0.0283	-0.0181	0.0011
O	6.4806	1.3467	21.6021	0.0024	-0.0055	-0.0088
O	-3.7357	5.0291	18.4987	0.0008	0.0041	0.0003
O	-1.9962	-0.21	13.867	0.0046	0.0025	-0.0023
O	-1.0604	9.8999	11.3336	0.004	-0.0024	-0.0037
O	9.9486	-1.6851	20.6349	-0.0036	0.0063	0.0102
O	10.7085	5.4031	9.3506	0.1239	-0.0079	0.051
O	12.6381	5.3522	11.1984	0.0314	-0.0007	-0.0029
O	-5.4018	10.3659	10.1714	0.0097	0.0225	-0.0151
O	5.9648	7.7604	10.5931	-0.0287	-0.0079	-0.0143
O	0.5718	2.6164	17.9123	-0.001	0.0094	0.0238
O	2.2663	4.6471	17.9168	0.0035	-0.0042	0.0065
O	1.7749	5.2722	22.1619	0.0014	-0.0032	-0.0054
O	1.0534	8.6892	16.2637	0.0036	0.0046	0.0025
O	-4.7593	-1.3113	20.8923	-0.0017	-0.0114	-0.0101
O	7.4702	9.4881	11.8986	-0.0024	-0.0021	-0.0051
O	3.2025	3.3346	11.7585	0.0073	0.003	-0.0067
O	15.9208	7.0263	14.4767	-0.0023	-0.0108	0.0004
O	6.5343	4.7758	20.979	0.003	0.0045	-0.0108
O	-9.6965	13.5254	15.3785	0.076	0.3069	-0.5873
O	-1.0687	16.5553	13.7798	-0.0053	0.0164	0.0228
O	-3.3363	-3.993	14.2388	-0.0234	-0.0051	0.0144
O	-1.3251	-1.2263	16.3098	0.0077	0.0007	0.002
O	10.3276	8.0318	18.2966	0.0047	0.0039	0.0049
O	9.5626	8.2442	13.2933	-0.0063	0.0018	-0.0012
O	3.6279	12.4056	13.5595	0.0202	-0.0197	0.0018
O	-2.9747	3.7345	13.5178	-0.0157	0.0089	0.0193
O	5.6635	2.9835	19.1236	0.0044	-0.0065	-0.0044
O	4.0149	-2.151	19.8324	0.0018	-0.0041	-0.0061
O	6.8564	1.6907	9.3773	-0.0515	-0.0362	0.0115
O	-3.4024	0.1205	16.1773	-0.021	0.0177	-0.0024
O	6.3539	7.5517	19.1417	-0.009	-0.0071	0.0071
O	12.357	9.3152	19.4698	0.0095	-0.0009	-0.0026
O	2.9194	6.2848	15.9416	0.0042	-0.0002	0.0142
O	2.5998	7.7928	13.6393	0.0123	-0.0095	-0.0066
O	8.9022	0.5318	21.487	-0.0082	0.0039	-0.0058
O	-7.7811	9.6635	17.4839	-0.0016	-0.0016	0.0008
O	4.0018	9.885	12.8133	-0.0145	0.0132	0.0187
O	4.6978	5.7666	17.9341	-0.0068	0.0008	-0.0014
O	5.3714	3.4937	13.2042	0.0075	-0.011	0.0029
O	3.2104	2.2168	18.3311	0.0231	-0.009	0.0107
O	11.2947	3.1086	10.3111	-0.0048	0.0067	0.0005
O	5.2605	-0.0764	14.9625	-0.0117	0.0066	-0.0003
O	-1.0943	7.1734	15.8095	0.0051	0.0116	0.0118
H	-10.0465	13.8068	14.5053	-0.0247	-0.3022	0.6061

Results
free energy: -131202.832 eV
free energy less fixed offsets of H -15.97, O -568.88, Si -635.61 eV per atom: -2.572 eV

The program warned: the cutoff lies below the one the program advises for these potential files; the exchange-correlation potential is rough where the density is thin.
